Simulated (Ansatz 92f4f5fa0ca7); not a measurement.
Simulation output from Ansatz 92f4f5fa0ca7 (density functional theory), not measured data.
Periodic cell of 196 atoms, Si117O79, from a study of silicon, its oxide and their interface. The atomic structure is a simulated model.

Settings: functional PBE; potential files Ansatz PAW; basis plane waves; wave-function cutoff 700 eV; density cutoff ratio 5; exchange-correlation grid ratio 2; k mesh 2 x 2 x 1, shifted by 0.5 0.5 0.5 of a step; self-consistency stop 5e-08 eV per atom in the density residual; occupations Fermi-Dirac, 0.05 eV; spin none; net charge 0.

Cell vectors (angstrom)
a 11.5983 0 0
b 0 11.5983 0
c 5.2851 3.3351 25.465

Atoms and the computed forces on them: element, x, y, z (angstrom), force x, y, z (eV/angstrom)
Si 0.3243 4.3177 -4.1387 0.202 0.1956 -0.2301
Si 10.3887 1.0085 -1.3801 -0.0183 -0.3745 0.2531
Si 9.4319 10.4054 -1.4074 -0.1125 0.3601 0.4365
Si 1.9146 0.7305 -1.6078 0.2889 0.0559 -0.2361
Si 3.2229 5.3749 -4.2155 -0.0336 -0.0373 -0.3489
Si 1.3835 9.6977 0.9883 -0.0856 -0.1402 -0.0208
Si 7.0818 1.9832 -0.6184 -0.1028 0.1506 -0.4798
Si 6.9707 5.9255 -0.4382 0.0662 -0.0375 -0.2826
Si 7.1458 9.7069 -1.328 -0.254 0.0008 -0.6139
Si 2.8282 1.9882 0.8795 -0.1969 0.0386 -0.0281
Si 2.6825 5.9461 0.8949 -0.2818 0.007 -0.4035
Si 3.2729 9.7443 -0.4578 -0.2377 -0.2332 -0.3165
Si 5.2921 1.9879 0.9494 0.0034 -0.1219 0.1041
Si 5.7164 3.9172 2.2307 -0.1652 0.0926 -0.143
Si 5.545 9.819 0.5483 -0.1205 -0.1402 0.2394
Si 9.2562 1.8253 0.5219 0.1177 -0.0729 0.1941
Si 9.2149 5.8436 0.6665 0.2104 0.0568 -0.2276
Si 10.4356 9.7119 0.6936 0.1108 0.0407 -0.094
Si 2.0349 3.9351 2.0173 0.0878 -0.1318 -0.0204
Si 1.9024 7.7749 2.237 -0.0404 -0.0115 -0.0618
Si 1.9191 11.6808 2.1529 0.0404 0.2436 0.0247
Si 5.1468 5.9063 1.042 0.2643 -0.0927 0.0006
Si 5.7014 7.9424 2.0848 -0.1849 0.162 0.0404
Si 5.7206 11.6065 2.1403 -0.0703 -0.036 0.0898
Si 9.5879 3.8355 1.9039 -0.2862 -0.0988 -0.096
Si 9.6941 7.8015 1.9679 -0.0488 -0.1043 -0.14
Si 9.6819 11.5837 2.0232 0.0854 0.1961 -0.1116
Si 11.5656 3.8817 3.3016 0.0411 0.0645 -0.0942
Si 11.5142 7.6926 3.5053 0.0579 0.0344 0.0535
Si 11.5473 11.7584 3.495 0.0831 -0.0326 0.0697
Si 3.8061 3.9146 3.5627 0.1397 -0.0475 0.2392
Si 3.8282 7.9266 3.5404 0.1122 0.1163 0.1704
Si 3.8058 11.5952 3.5519 0.0686 -0.1151 0.1165
Si 7.7426 3.8698 3.401 0.0209 0.0396 0.1827
Si 7.7323 7.8622 3.3301 0.0219 -0.0383 0.1027
Si 7.7396 11.5855 3.4112 0.0546 -0.0607 0.0412
Si 11.5465 2.0675 4.8627 -0.0046 -0.1035 0.089
Si 11.5345 5.7526 4.8099 0.0043 -0.0192 0.1546
Si 11.5319 9.7208 4.8349 0.1061 0.0304 -0.151
Si 3.8282 1.9641 4.8873 -0.0526 -0.0042 0.0555
Si 3.8752 5.9101 4.7746 0.0227 -0.0795 0.0337
Si 3.7431 9.7534 4.9899 -0.002 0.0291 0.0568
Si 7.7099 1.94 4.8041 0.0462 0.0568 -0.0044
Si 7.6898 5.8723 4.6783 0.0756 -0.0336 -0.1121
Si 7.7585 9.6957 4.8283 -0.11 0.0456 -0.0442
Si 1.8951 13.6474 6.243 -0.0945 0.0683 -0.0946
Si 1.9706 5.8576 6.1099 -0.0752 -0.0377 -0.1519
Si 1.7846 9.7519 6.3396 0.0108 -0.0189 0.0639
Si 5.7914 13.5323 6.2149 -0.029 -0.013 -0.0083
Si 5.8028 5.8545 6.1113 -0.0475 -0.0153 0.0679
Si 5.7921 9.7027 6.1184 0.0477 0.0101 0.0446
Si 9.6009 13.5722 6.264 0.0811 0.1784 0.0145
Si 9.5348 5.7945 6.1276 0.0833 -0.0944 0.0046
Si 9.65 9.686 6.2895 0.0165 -0.0583 0.1237
Si 1.9663 4.0166 7.5783 0.2019 -0.0032 0.0285
Si 1.9221 7.6959 7.5641 0.0011 0.064 0.1335
Si 1.7948 11.7753 7.6538 -0.1471 0.0109 0.0599
Si 5.8033 3.9254 7.5108 -0.0001 0.0036 0.0772
Si 5.7879 7.7978 7.4554 0.0832 -0.1785 0.0093
Si 5.8049 11.54 7.5513 -0.1142 0.0363 -0.0767
Si 9.5913 3.9447 7.6282 -0.2551 -0.0306 0.0304
Si 9.6247 7.6499 7.5816 -0.0293 0.0583 0.1446
Si 9.5992 11.6418 7.6919 -0.0155 0.0391 -0.0951
Si 11.5932 4.5913 8.7422 -0.0123 0.2331 -0.0227
Si 11.6033 7.028 8.7718 -0.0566 -0.1447 0.029
Si 11.4706 12.0091 9.1059 0.1848 -0.0631 0.188
Si 3.9245 3.9692 9.0018 0.1468 0.1253 -0.0241
Si 3.9249 7.7863 8.8939 -0.0095 0.0545 0.0953
Si 3.8115 11.6445 8.8466 0.1003 -0.104 0.0674
Si 7.6235 3.8297 9.0526 -0.0369 0.0537 -0.1279
Si 7.6172 7.6185 8.9162 -0.0156 -0.112 -0.1667
Si 7.6535 11.5261 9.0433 -0.1657 -0.0468 0.0023
Si 12.1237 10.9972 11.8973 -0.1034 -0.05 0.3338
Si 11.031 5.1044 12.7548 -0.0771 0.0452 0.152
Si 11.7564 7.6219 11.0432 -0.4651 -0.5435 -0.2925
Si 4.5161 13.5289 10.078 -0.3372 -0.081 0.0629
Si 4.6003 5.9366 10.2725 -0.2319 0.1159 0.2632
Si 3.6545 9.7438 10.2726 0.3789 -0.0564 -0.0335
Si 6.9005 13.4438 10.2128 0.4183 0.1178 0.3187
Si 7.051 5.7554 10.3338 0.0702 0.0246 0.0314
Si 7.5156 9.4895 10.3086 -0.1111 0.0757 0.1646
Si 2.42 13.6044 12.1771 0.0738 0.0503 0.1748
Si 11.7984 3.2206 10.62 0.0627 0.2905 -0.5321
Si 1.8467 9.1054 11.7095 0.4246 -0.1843 0.1971
Si 6.8936 12.36 13.0921 -0.0798 -0.1053 0.1444
Si 4.0135 7.4189 12.9678 0.3774 -0.1096 -0.1117
Si 5.6128 9.7145 11.6987 -0.4141 0.1943 0.0823
Si 9.5199 10.7991 13.7716 0.0896 -0.0511 0.1514
Si 8.0783 6.2999 12.4847 -0.3722 -0.2263 -0.1609
Si 8.7897 8.4926 12.011 0.2068 0.3985 -0.008
Si 2.9734 9.1164 17.4446 0.0515 0.0671 0.0034
Si 7.8293 10.4087 23.5446 -0.0117 -0.058 0.0045
Si 8.4876 4.614 21.2182 0.13 0.043 -0.4763
Si 15.7908 4.8559 21.8039 -0.0827 0.4282 -0.6219
Si 2.0937 6.268 17.7796 0.1968 0.2104 -0.4718
Si 15.1104 8.8995 23.2981 -0.3524 -0.1726 -0.1135
Si 9.3531 4.7925 17.0603 -0.1327 -0.0657 0.0093
Si 8.0425 1.9821 17.4732 -0.0836 0.0542 -0.0578
Si 13.487 13.3389 19.6365 -0.0476 -0.0597 -0.1463
Si 12.0963 4.7203 15.7512 -0.1512 -0.1241 0.2255
Si 12.6045 7.3477 23.7628 -0.1235 0.3028 0.2052
Si 8.9044 6.7673 19.2586 -0.0996 0.0807 -0.1285
Si 12.7792 10.8246 23.3394 -0.1437 -0.3764 0.2344
Si 5.7441 14.118 15.5105 0.0086 -0.0034 0.3136
Si 1.4634 11.7451 17.0157 -0.1464 -0.0058 -0.1089
Si 6.9183 5.5305 15.2703 0.0858 -0.1638 0.2407
Si 11.3983 5.4315 22.049 -0.1743 0.1394 0.0342
Si 15.7007 13.4146 21.9086 0.1279 -0.0377 -0.4985
Si 9.9529 11.351 16.7249 -0.1284 0.0276 0.1267
Si 8.0052 9.5085 18.5023 0.1436 -0.0064 -0.2239
Si 2.5817 14.0251 15.2774 0.1762 -0.112 0.4049
Si 5.2883 9.809 19.2234 0.1263 -0.0728 -0.1921
Si 4.3877 6.9034 15.9803 0.0842 -0.0016 0.384
Si 1.7746 16.4864 19.7408 0.0341 -0.1419 0.1469
Si 5.8926 11.8805 21.6229 -0.0294 -0.0459 -0.031
Si 8.4505 13.2067 20.4705 0.0118 0.1414 -0.3675
Si 11.2318 12.4231 21.5051 -0.1392 -0.0509 -0.1125
O 11.9686 0.3837 -1.2033 0.0949 0.1825 0.1605
O 15.6053 9.1316 24.8382 -0.3411 0.0687 0.3838
O 2.3859 2.0276 -0.7294 -0.0379 -0.1737 0.1265
O 6.7872 1.2425 -2.1499 0.1508 -0.1533 0.0887
O 7.3817 9.4552 24.7955 0.2889 -0.061 0.3463
O 11.2087 1.8138 9.989 0.1286 -0.2735 -0.188
O 11.6758 10.8732 10.3073 -0.0806 0.1648 -0.2607
O 13.0694 12.2882 12.2082 0.0815 0.1229 0.0011
O 10.7585 11.1593 12.7773 -0.011 0.1047 -0.0332
O 10.9922 3.6612 11.9716 -0.0951 -0.0715 0.2615
O 9.4632 5.5108 12.9072 0.0386 0.0481 0.0169
O 10.3217 8.324 11.4486 0.4154 -0.1049 -0.0456
O 3.9302 13.3297 11.6457 0.2264 0.0292 -0.1746
O 3.9838 6.227 11.8271 0.1248 0.0696 -0.2885
O 2.6759 8.3585 12.9662 -0.2691 0.1204 -0.1788
O 8.3296 11.898 13.7151 -0.0108 0.0367 -0.0917
O 7.2713 13.3564 11.851 -0.2329 0.1127 -0.3831
O 8.4049 5.5263 15.9474 0.0078 -0.0009 -0.0182
O 9.1642 10.2797 17.6748 0.0574 0.0467 -0.0805
O 16.378 8.5708 22.3761 0.0793 0.0581 -0.0003
O 9.7991 5.1646 22.0019 0.0031 -0.0755 0.0996
O 4.1339 14.1043 15.8037 -0.1137 0.006 -0.1164
O 2.9408 -0.5386 -1.4106 0.0067 0.1749 0.0517
O 16.8158 6.0869 21.4024 -0.1715 -0.3175 0.1265
O 3.3799 8.3819 -1.4115 0.1872 0.226 0.2028
O 9.5757 7.6779 20.4923 -0.0875 0.0129 -0.0064
O 14.2652 10.2379 22.809 0.0758 0.0852 0.0542
O 14.1544 7.5609 23.2003 0.1428 0.1064 -0.0495
O 6.4348 10.8925 22.8286 0.0875 -0.0619 -0.0098
O 1.9394 14.9285 19.2501 -0.0295 0.0867 0.0088
O 4.0212 8.4572 16.364 -0.0235 -0.0288 -0.0709
O 11.8698 6.1762 11.8627 0.1 0.2635 -0.0442
O 4.0394 6.6625 14.4082 -0.0889 0.0165 -0.1741
O 12.004 12.9597 20.1768 0.0023 0.0361 0.1573
O 0.9443 6.0417 16.605 0.0643 -0.0232 0.103
O 11.7938 5.0356 14.19 -0.0554 -0.0177 -0.2667
O 2.5432 14.2097 13.672 -0.1163 0.0173 -0.3594
O 3.5416 5.9386 17.0113 -0.1773 0.0744 0.089
O 3.8362 9.9639 18.5331 -0.0397 -0.0171 0.0273
O 1.9749 10.2134 16.7785 0.0267 -0.0992 0.0006
O 5.9856 11.0701 12.6164 -0.0723 -0.2522 -0.2017
O 14.5699 12.946 20.7871 0.1047 0.1804 0.1377
O 10.701 4.1744 16.4003 0.1199 0.0341 -0.0507
O 1.6788 15.2136 15.9329 -0.0001 0.027 -0.1138
O 8.5094 3.53 17.644 0.0623 0.0951 -0.0115
O 11.4465 11.6965 17.2678 0.0808 0.0116 0.0345
O 8.878 9.3498 13.4081 -0.051 -0.099 0.0699
O 5.3485 8.2886 19.8401 0 -0.1066 0.1462
O 8.0597 12.8574 18.9254 0.0082 -0.0258 0.2151
O 5.4564 10.9573 20.3512 -0.066 0.1103 0.123
O 7.998 5.6309 20.0205 0.054 -0.0622 0.1725
O 9.0955 12.7331 16.562 0.0587 -0.0519 -0.0332
O 7.0255 6.0636 13.7304 0.158 0.0493 -0.1395
O 8.8772 9.5495 22.5927 0.002 0.0794 0.111
O 6.4876 9.969 18.0952 -0.0431 -0.0642 0.1674
O 5.3318 8.4124 12.7246 -0.0909 0.0061 -0.0855
O 9.8072 5.8807 18.2133 0.0307 0.0048 0.0199
O 11.6414 7.0196 22.441 0.2002 -0.1144 0.0388
O 1.7748 14.6572 11.0927 -0.1448 -0.0891 0.0822
O 6.0669 13.1719 14.2327 0.0329 -0.1042 -0.2276
O 2.8615 16.8195 20.9122 0.3408 -0.0617 0.2201
O 8.8446 3.1789 20.5463 0.0118 0.0267 0.2424
O 1.8961 12.5983 15.6881 -0.0203 0.0085 -0.0561
O 6.5393 1.9405 16.8274 0.023 0.0247 -0.086
O 2.1104 7.8917 18.1252 -0.0303 -0.1745 0.0446
O 2.1671 12.469 18.29 0.0453 0.0695 0.2084
O 8.1728 9.8394 20.1014 0.0119 -0.0917 0.1804
O 6.2588 4.0388 15.2398 0.0114 0.1058 -0.1031
O 11.4726 13.449 22.7746 0.14 -0.0169 0.1421
O 11.9429 5.0815 20.5386 -0.0118 -0.0094 0.1374
O 1.9117 4.4871 -3.8063 -0.1265 -0.0236 0.0716
O 7.1292 12.8986 21.3373 -0.0583 0.0398 0.0924
O 2.0074 1.1411 -3.1719 -0.2645 -0.0575 0.1718
O 10.1215 10.676 15.2673 0.0134 0.0122 -0.2075
O 16.2898 14.9188 21.3851 -0.2409 -0.149 0.1292
O 11.7836 10.9437 21.9977 0.1587 0.1011 0.0726
O 5.9722 6.5363 16.1522 -0.0699 0.0313 -0.151
O 8.1267 7.8736 18.3232 0.0292 -0.0452 0.1316
O 9.6792 12.3052 21.0286 0.1656 0.0239 0.2152

Results
free energy: -119317.498 eV
free energy less fixed offsets of O -569.03, Si -635.61 eV per atom: 2.242 eV
pressure: -0.66 GPa
stress xx, yy, zz, yz, xz, xy (GPa, positive in tension): 1.18, 0.55, 0.25, -0.18, 0.06, -0.09

The program warned: the cutoff lies below the one the program advises for these potential files.
